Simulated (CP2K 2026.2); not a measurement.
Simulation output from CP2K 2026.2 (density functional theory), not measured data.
Periodic cell of 534 atoms, Si358O176, from a study of silicon, its oxide and their interface. The atomic structure is a simulated model.
Doubt: the forces sum to 1.41 eV/angstrom along one axis rather than to zero, so they err by at least 0.0026 eV/angstrom per atom on average; the grid cutoff is modest.

Settings
functional: PBE
method: Gaussian and plane waves
basis set: DZVP-MOLOPT-SR-GTH
pseudopotentials: GTH-PBE
grid cutoff: 350 Ry, relative cutoff 50 Ry
k points: Gamma only
occupations: fixed
spin: none
net charge: 0

Cell vectors (angstrom)
a 16.32 0 0
b 0 16.32 0
c -0.0542 0.021 34.6814

Atoms and the computed forces on them: element, x, y, z (angstrom), force x, y, z (eV/angstrom)
Si 0.073 16.213 34.412 -0.134 0.016 0.705
Si 2.341 2.874 34.545 0.194 -0.06 0.741
Si 0.186 5.19 34.499 -0.176 0.108 0.726
Si 2.161 8.524 34.407 0.449 -0.378 0.743
Si 0.017 10.764 0.143 -0.093 0.218 0.799
Si 2.483 14.2 34.419 -0.018 -0.318 0.69
Si 5.708 16.259 34.542 -0.142 0.043 0.688
Si 8.038 2.984 34.488 0.14 -0.24 0.672
Si 5.748 5.052 0.062 0.004 0.04 0.72
Si 8.572 7.6 34.496 -0.162 0.251 0.836
Si 5.218 10.707 34.1 0.265 0.126 0.86
Si 7.892 13.93 0.026 -0.079 -0.076 0.69
Si 11.119 15.982 0.055 0.153 0.135 0.802
Si 13.098 3.614 34.417 0.242 -0.549 0.64
Si 10.758 5.482 0.351 -0.05 0.049 0.611
Si 13.181 8.161 34.436 0.222 0.043 0.621
Si 11.129 10.564 34.297 -0.199 0.043 0.649
Si 13.184 13.709 34.391 0.31 -0.094 0.747
Si 1.216 1.369 1.203 0.004 -0.018 -0.063
Si 4.075 3.911 1.213 -0.032 -0.008 -0.044
Si 1.351 6.776 1.082 0.021 0.009 -0.028
Si 4.01 9.47 0.96 -0.078 -0.035 -0.057
Si 1.398 12.429 1.036 0.042 0.013 -0.006
Si 4.077 15.152 1.176 0.045 0.007 -0.027
Si 6.947 1.393 1.188 0.015 0.032 -0.05
Si 9.423 4.001 1.428 -0.042 0.008 -0.034
Si 6.898 6.711 1.193 -0.006 0.037 -0.068
Si 9.56 9.428 0.994 -0.024 0.036 -0.084
Si 6.618 12.166 0.927 0.01 -0.061 -0.035
Si 9.518 14.924 1.396 -0.004 -0.001 -0.021
Si 12.331 1.485 0.938 0.027 0.006 0.001
Si 14.894 4.208 1.216 0.045 -0.065 -0.09
Si 12.196 6.894 1.438 0.058 0.05 -0.023
Si 14.825 9.342 1.185 -0.072 -0.002 -0.048
Si 12.196 12.112 1.092 -0.032 0.005 -0.046
Si 14.911 14.9 0.967 -0.032 0.005 -0.066
Si 16.185 2.731 2.542 -0.009 -0.013 0.012
Si 2.679 0.096 2.562 -0.004 0.029 0.018
Si 16.275 8.063 2.513 0.021 -0.022 0.016
Si 2.745 5.43 2.457 -0.014 -0.015 0.017
Si 16.291 13.651 2.444 -0.02 -0.011 -0.002
Si 2.727 10.94 2.366 0.008 0.007 -0.005
Si 5.451 2.618 2.58 0.022 -0.045 0.025
Si 8.211 0.049 2.643 -0.023 0.025 0.02
Si 5.417 8.142 2.372 0.03 -0.001 0.005
Si 8.1 5.409 2.715 -0.022 -0.022 0.049
Si 5.357 13.568 2.416 -0.018 0.011 -0.027
Si 8.096 10.838 2.296 0.011 0.022 -0.011
Si 10.943 2.634 2.53 0.01 0.004 0.004
Si 13.63 0.05 2.358 0.006 -0.007 0
Si 10.798 8.27 2.646 -0.034 -0.021 0.033
Si 13.631 5.526 2.668 -0.028 0.032 -0.01
Si 10.86 13.439 2.557 0.022 -0.022 0.006
Si 13.556 10.82 2.516 0.014 0.007 0.003
Si 1.325 4.098 3.827 -0.003 0.01 -0.024
Si 4.063 1.345 3.958 0.003 0.021 0.031
Si 1.344 9.544 3.745 0.023 0.002 -0.004
Si 4.083 6.801 3.812 0.015 -0.001 0.018
Si 1.315 14.986 3.849 0.001 -0.008 -0.002
Si 4.038 12.239 3.83 -0.001 -0.005 0.001
Si 6.722 4.038 3.977 0.006 0.003 -0.008
Si 9.58 1.365 3.974 -0.012 0.01 0.014
Si 6.766 9.514 3.753 0.006 0.005 -0.013
Si 9.489 6.819 3.966 0.006 0.006 -0.012
Si 6.753 14.927 3.819 0.013 -0.009 -0.011
Si 9.428 12.131 3.835 -0.021 -0.047 0.008
Si 12.234 4.072 3.896 0 -0.019 -0.031
Si 14.905 1.322 3.888 -0.01 -0.003 0.025
Si 12.196 9.574 3.968 0.023 -0.002 -0.004
Si 14.99 6.819 4.012 -0.007 0.039 0.043
Si 12.252 14.951 3.766 -0.018 0.036 -0.059
Si 14.957 12.234 3.805 0.006 -0.015 -0.017
Si -0.002 16.31 10.687 -0.005 -0.007 0.002
Si 2.706 2.718 10.673 -0.001 0.012 -0.004
Si 16.298 5.445 10.685 -0.011 0.002 0.003
Si 2.699 8.164 10.692 -0.001 -0.003 0.011
Si 16.303 10.882 10.662 -0.012 0.003 -0.008
Si 2.695 13.592 10.675 0.002 0.001 -0.003
Si 5.408 16.303 10.665 0.012 0.01 0
Si 8.12 2.704 10.664 -0.002 -0.004 -0.007
Si 5.417 5.434 10.68 0.001 0.001 -0.004
Si 8.118 8.152 10.687 0.004 -0.01 0.006
Si 5.397 10.869 10.686 0 -0.009 -0.001
Si 8.128 13.592 10.676 0.004 -0.003 0
Si 10.85 16.319 10.682 0.006 0.001 0.009
Si 13.586 2.715 10.679 0.001 -0.004 -0.002
Si 10.851 5.426 10.681 -0.009 -0.007 0.001
Si 13.582 8.164 10.662 0.007 0.003 -0.009
Si 10.849 10.867 10.67 -0.003 0.012 0.001
Si 13.58 13.594 10.675 0.005 -0.005 0.001
Si 1.356 1.364 12.048 0.003 0.005 0.002
Si 4.064 4.071 12.042 0.01 0.006 -0.002
Si 1.339 6.799 12.047 -0.011 -0.009 0.007
Si 4.063 9.505 12.068 0.01 0.009 0.016
Si 1.338 12.231 12.039 -0.024 -0.004 -0.003
Si 4.048 14.957 12.043 -0.007 -0.018 0.002
Si 6.763 1.343 12.029 -0.012 -0.005 0
Si 9.471 4.068 12.029 0 -0.015 0.007
Si 6.758 6.794 12.057 0.01 -0.001 0.004
Si 9.487 9.508 12.036 0.007 0.004 0.005
Si 6.751 12.244 12.032 0.008 -0.002 -0.005
Si 9.485 14.956 12.038 -0.002 0.011 0.005
Si 12.208 1.372 12.03 0.007 0.01 0
Si 14.952 4.07 12.042 -0.004 0.003 -0.003
Si 12.226 6.793 12.022 -0.004 0.001 0.003
Si 14.945 9.526 12.024 0.002 0.001 -0.001
Si 12.207 12.234 12.024 0.005 -0.01 -0.002
Si 14.961 14.938 12.031 -0.01 0.012 0.003
Si 0.019 2.742 13.416 -0.01 0.004 0.007
Si 2.7 16.321 13.422 0.014 0.004 -0.002
Si -0.018 8.174 13.395 -0.008 0.005 0.002
Si 2.708 5.434 13.4 -0.007 0.002 0.006
Si -0.005 13.587 13.421 -0.002 -0.006 0.008
Si 2.701 10.878 13.405 -0.012 0.003 -0.004
Si 5.411 2.695 13.404 -0.001 0.007 0.005
Si 8.112 16.309 13.4 0.006 -0.001 0.004
Si 5.403 8.132 13.453 0 -0.009 0.008
Si 8.112 5.421 13.404 -0.002 -0.002 -0.003
Si 5.407 13.606 13.415 -0.001 0.009 0.003
Si 8.093 10.862 13.372 -0.009 0.02 -0.001
Si 10.826 2.718 13.395 0.01 -0.005 0.007
Si 13.6 16.328 13.341 0.014 -0.009 -0.003
Si 10.864 8.146 13.387 -0.006 -0.016 0.01
Si 13.578 5.422 13.387 0.012 -0.006 -0.001
Si 10.847 13.589 13.385 0.003 -0.001 0.007
Si 13.58 10.887 13.38 0 0.008 -0.005
Si 1.398 4.087 14.809 0.002 0.012 -0.01
Si 4.067 1.347 14.799 -0.005 -0.005 0.006
Si 1.364 9.508 14.771 -0.007 -0.018 0.007
Si 4.028 6.761 14.819 0.002 -0.006 -0.005
Si 1.348 14.962 14.793 -0.02 -0.016 -0.004
Si 4.036 12.254 14.772 0.008 0.006 -0.002
Si 6.751 4.055 14.774 0.004 0.008 0.008
Si 9.47 1.345 14.757 0.004 0.01 -0.006
Si 6.759 9.526 14.79 0.012 -0.011 0.014
Si 9.485 6.788 14.737 0.015 0.005 -0.014
Si 6.753 14.972 14.792 -0.011 -0.003 -0.01
Si 9.437 12.229 14.71 0.008 0.018 -0.004
Si 12.178 4.092 14.746 -0.025 0.001 0.002
Si 14.957 1.355 14.71 -0.007 -0.003 -0.016
Si 12.236 9.516 14.734 0.004 0.012 0.008
Si 14.956 6.781 14.727 0.006 -0.009 -0.01
Si 12.248 14.974 14.687 0.006 0.01 -0.007
Si 14.938 12.225 14.77 0.028 0.003 -0.019
Si 16.278 0.011 16.123 0.002 0 -0.016
Si 2.736 2.692 16.199 0.001 0.019 -0.003
Si 0.051 5.508 16.119 0.001 0.031 0.01
Si 2.672 8.131 16.192 -0.016 -0.006 0.008
Si 0.012 10.871 16.114 -0.033 0.024 0.008
Si 2.745 13.647 16.173 0.001 0.042 0.017
Si 5.43 0.027 16.2 0.013 -0.029 -0.002
Si 8.13 2.719 16.136 0.011 -0.022 -0.013
Si 5.352 5.345 16.169 -0.008 -0.004 0.022
Si 8.151 8.148 16.109 -0.003 0.004 0.021
Si 5.346 10.87 16.14 -0.009 -0.001 -0.02
Si 8.084 13.558 16.114 -0.008 0.026 0.027
Si 10.862 16.276 16.047 0.017 -0.035 0.005
Si 13.556 2.688 16.023 0.015 -0.028 0
Si 10.829 5.463 16.136 0.012 -0.005 0.001
Si 13.606 8.133 16.079 0.008 -0.028 0.012
Si 10.811 10.875 16.028 -0.025 -0.029 0.011
Si 13.601 13.661 16.083 0.016 0.025 -0.004
Si 1.321 1.335 17.507 -0.006 -0.024 -0.019
Si 4.093 3.953 17.678 0.032 -0.007 0.007
Si 1.356 6.816 17.66 -0.018 -0.025 0.011
Si 4.002 9.518 17.546 0.017 0.012 0.008
Si 1.323 12.308 17.465 -0.018 0.01 -0.003
Si 4.096 15.011 17.613 -0.002 0.004 -0.016
Si 6.816 1.388 17.564 -0.037 -0.011 0.003
Si 9.469 4.087 17.494 0.036 0.013 -0.001
Si 6.724 6.776 17.395 0.004 0.016 -0.022
Si 9.538 9.509 17.469 0.009 -0.016 -0.012
Si 6.667 12.24 17.493 0.012 0.01 -0.021
Si 9.542 14.873 17.404 0.035 0.014 -0.052
Si 12.21 1.317 17.397 -0.01 0.027 -0.038
Si 14.943 4.091 17.272 -0.026 -0.022 -0.044
Si 12.181 6.873 17.468 -0.034 0.035 0.001
Si 15.059 9.392 17.432 0.067 -0.03 0.004
Si 12.148 12.301 17.297 -0.032 0.014 -0.011
Si 14.923 15.019 17.524 -0.002 -0.005 -0.017
Si 16.195 2.731 18.687 -0.028 0.003 0.077
Si 2.656 0.05 18.969 0.037 -0.015 0.094
Si 0.032 8.219 19.124 -0.018 0.059 0.015
Si 2.666 5.315 19.004 -0.024 -0.004 0.041
Si 0.039 13.734 18.873 0.041 0.056 0.034
Si 2.656 10.962 18.857 0.009 0.005 0.038
Si 5.549 2.635 19.144 -0.025 0.049 0.016
Si 8.292 16.328 18.747 0.016 -0.026 0.05
Si 5.374 8.081 18.814 -0.001 -0.025 0.073
Si 8.068 5.471 18.79 -0.01 0.001 0.044
Si 5.486 13.654 19.007 0.01 0.042 0.061
Si 8.003 10.769 18.726 -0.004 -0.047 0.033
Si 10.911 2.726 18.756 -0.02 -0.017 0.063
Si 13.446 16.269 18.879 -0.03 -0.048 0.088
Si 10.938 8.264 18.955 0.007 0.008 0.05
Si 13.626 5.456 18.611 0.038 0.005 0.025
Si 10.786 13.436 18.835 -0.032 -0.056 0.031
Si 13.6 10.903 18.377 0.016 0.017 -0.028
Si 0.901 4.205 20.167 0.366 -0.132 -0.823
Si 4.213 1.085 20.423 -0.062 0.236 -0.714
Si 1.049 10.127 20.392 0.321 -0.565 -0.632
Si 4.269 6.542 20.199 -0.149 0.03 -0.782
Si 1.654 14.736 20.349 -0.189 0.138 -0.754
Si 3.833 12.445 20.216 0.192 0.036 -0.798
Si 6.63 4.439 20.387 0.144 -0.336 -0.788
Si 9.839 1.148 20.105 -0.128 0.116 -0.81
Si 6.953 9.194 20.134 -0.145 0.126 -0.867
Si 9.219 7.045 20.063 0.224 0.021 -0.798
Si 7.33 14.732 20.118 -0.379 0.1 -0.835
Si 9.161 12.198 20.098 0.388 -0.138 -0.722
Si 12.508 3.953 19.947 -0.159 0 -0.792
Si 14.59 1.671 20 0.042 -0.202 -0.847
Si 12.483 9.804 20.037 -0.335 -0.217 -0.711
Si 15.063 6.49 20.119 -0.112 0.388 -0.743
Si 11.809 15.043 20.181 0.299 -0.106 -0.762
Si 15.001 12.091 19.732 0.072 0.282 -0.767
Si 13.85 0.946 26.378 0.052 -0.052 -0.149
Si 4.783 1.786 23.271 -0.017 -0.083 -0.339
Si 1.003 16.147 23.192 -0.04 -0.116 -0.125
Si 3.442 7.92 22.971 0.105 0.124 -0.102
Si 1.209 11.077 23.436 -0.125 0.047 -0.275
Si 5.186 10.527 22.397 -0.072 -0.057 -0.21
Si 5.727 15.539 22.243 -0.026 0.051 -0.113
Si 9.728 2.504 22.914 0.109 -0.055 -0.23
Si 7.208 3.726 23.389 0.026 0.006 -0.253
Si 11.403 8.047 23.413 -0.013 0.024 -0.283
Si 5.897 13.025 24.018 0.134 0.007 -0.19
Si 6.66 12.967 27.828 -0.066 0.06 0.227
Si 9.006 0.17 27.376 -0.113 -0.046 0.006
Si 14.684 0.014 22.382 -0.041 0.097 0.016
Si 10.792 5.347 22.154 -0.012 -0.032 -0.25
Si 14.118 8.222 22.166 -0.106 -0.125 -0.063
Si 10.631 10.622 22.189 -0.064 0.002 -0.161
Si 8.478 13.87 25.79 -0.05 0.025 -0.152
Si 15.753 14.771 26.527 -0.168 0.022 -0.041
Si 2.52 2.614 27.978 0.146 -0.071 0.017
Si 5.004 10.452 27.249 -0.152 -0.021 -0.011
Si 2.661 14.043 29.989 0.025 -0.006 0.103
Si 3.365 5.906 25.242 -0.047 0.08 -0.206
Si 15.061 12.599 28.571 -0.016 -0.089 0.009
Si 5.322 4.15 28.075 0.022 0.029 -0.008
Si 12.435 1.396 23.886 0.035 0.03 -0.131
Si 7.327 5.214 26.074 0.118 0.025 -0.043
Si 10.656 11.758 25.174 -0.116 -0.12 -0.228
Si 9.056 11.987 32.656 0.293 -0.032 0.023
Si 13.617 13.649 21.96 -0.1 0.092 -0.02
Si 0.758 2.95 23.082 -0.347 -0.116 -0.171
Si 0.569 6.568 26.017 -0.066 0.007 -0.091
Si 14.421 3.355 24.813 0.137 0.067 -0.049
Si 13.392 11.261 26.531 0.099 -0.133 -0.084
Si 15.038 12.636 24.389 0.042 -0.142 -0.102
Si 2.931 3.086 25.063 0.036 -0.037 -0.045
Si 4.369 14.944 27.743 -0.076 0.047 0.111
Si 13.505 8.474 28.026 0.12 0.123 0.056
Si 4.048 8.958 29.616 0.114 -0.041 0.216
Si 0.413 8.445 23.796 -0.018 -0.032 -0.061
Si 15.384 10.133 30.097 0.006 -0.09 0.133
Si 9.7 4.39 27.994 -0.055 0.008 0.035
Si 8.33 16.245 30.251 -0.01 -0.126 0.061
Si 3.299 12.197 25.375 -0.037 -0.085 -0.077
Si 7.593 2.335 28.804 0.171 -0.052 -0.065
Si 2.648 6.945 27.825 -0.047 -0.19 0.046
Si 5.933 6.464 30.007 -0.085 0.069 0.022
Si 13.886 4.587 29.849 0.047 0.194 0.224
Si 15.354 0.884 31.581 -0.104 0.045 0.172
Si 12.404 2.14 30.871 0.115 -0.139 0.103
Si 11.477 1.84 28.037 -0.073 -0.005 0.052
Si 7.056 8.351 26.695 0.051 0.013 0.033
Si 3.707 0.437 29.764 0.037 -0.048 0.136
Si 4.289 1.89 32.444 -0.055 -0.127 0.356
Si 1.659 8.602 31.313 -0.047 0.093 0.288
Si 2.02 5.682 30.463 0.061 -0.017 0.097
Si 2.217 14.952 25.768 0.052 -0.011 -0.126
Si 9.745 8.985 25.909 0.019 0.064 -0.115
Si 4.679 4.978 32.122 -0.232 -0.034 0.137
Si 9.913 1.405 32.481 -0.193 0.251 0.135
Si 4.297 12.916 32.214 0.062 0.042 0.145
Si 10.614 7.42 28.552 0.056 -0.08 -0.008
Si 8.095 8.322 29.641 -0.044 0.14 0.147
Si 7.154 13.438 30.882 0.053 -0.035 0.169
Si 14.341 5.639 26.969 -0.101 -0.058 -0.038
Si 0.324 3.252 30.069 0.07 -0.131 0.202
Si 7.393 9.415 32.433 -0.043 -0.036 0.063
Si 14.301 5.722 32.594 -0.165 -0.034 0.277
Si 14.8 12.109 32.369 -0.124 0.078 0.033
Si 15.945 14.189 30.714 0.061 0.11 0.204
O 1.294 15.219 33.892 0.172 0.198 -0.25
O 15.65 0.695 33.178 -0.058 0.385 0.117
O 2.869 2.04 33.229 -0.417 -0.142 -0.44
O 4.176 1.445 30.906 0.303 0.341 -0.36
O 15.84 5.799 33.127 0.38 0.368 -0.549
O 1.295 4.051 34.059 0.128 -0.071 -0.19
O 4.73 10.201 28.843 0.007 0.541 0.48
O 2.164 8.211 32.813 0.129 -0.489 -0.417
O 15.416 11.235 33.548 -0.123 -0.036 -0.036
O 1.118 9.76 34.357 0.159 0.179 -0.341
O 14.503 11.019 31.181 -0.567 -0.227 -0.015
O 3.498 13.976 33.148 0.346 0.173 -0.375
O 6.794 15.087 34.092 0.058 -0.165 -0.531
O 5.2 0.799 33.229 0.297 -0.094 -0.545
O 8.819 2.454 33.122 -0.107 0.279 -0.441
O 6.879 4.093 34.109 -0.003 0.152 -0.489
O 3.335 5.405 31.355 -0.047 -0.06 0.126
O 4.769 5.725 33.551 -0.064 0.384 -0.043
O 8.024 8.061 33.03 -0.007 -0.182 -0.455
O 5.914 9.612 33.073 -0.348 -0.287 -0.29
O 4.256 11.551 33.081 -0.373 -0.018 -0.195
O 5.872 13.222 31.888 0.246 -0.117 0.287
O 8.483 12.532 31.232 0.083 -0.212 -0.677
O 8.825 13.272 33.597 0.302 0.213 -0.132
O 10.105 0.274 33.594 -0.434 -0.145 -0.175
O 12.095 14.901 34.069 0.107 -0.096 -0.292
O 11.588 1.498 29.623 -0.218 -0.502 0.174
O 13.802 4.201 33.026 0.179 -0.398 -0.354
O 9.724 6.48 34.13 -0.011 -0.013 -0.286
O 11.699 4.454 34.256 -0.378 -0.337 -0.481
O 13.573 7.049 33.258 -0.179 0.048 -0.273
O 12.2 9.369 33.837 -0.151 0.074 -0.63
O 9.703 8.138 29.7 0.343 0.192 0.506
O 10.555 11.389 32.956 0.39 0.386 -0.513
O 14.738 13.568 29.826 -0.577 0.024 0
O 13.524 12.932 32.973 -0.108 0.032 -0.657
O 1.852 3.618 24.02 -0.042 0.415 0.065
O 1.059 3.463 21.589 0.36 -0.075 0.233
O 4.735 15.93 20.997 -0.261 -0.663 -0.314
O 3.989 1.903 21.842 -0.533 0.211 0.235
O 1.825 7.951 23.162 -0.057 -0.408 -0.313
O 3.98 6.869 24.094 0.293 0.014 0.202
O 5.407 5.482 20.717 -0.075 -0.2 0.422
O 3.684 7.329 21.491 0.021 0.099 0.235
O 2.714 13.539 20.739 -0.182 -0.18 0.157
O 1.196 15.404 21.763 -0.153 -0.04 0.196
O 5.978 11.492 23.452 0.533 -0.222 0.243
O 4.319 11.532 21.471 -0.188 -0.057 0.382
O 7.369 4.203 21.832 0.299 -0.165 0.354
O 8.335 2.594 23.727 -0.111 -0.473 0.639
O 9.356 1.933 21.445 -0.418 0.217 0.107
O 12.75 0.569 25.24 -0.395 -0.508 0.108
O 6.315 9.803 21.497 0.313 -0.182 0.475
O 8.118 8.138 20.6 0.063 0.106 0.504
O 11.3 6.456 23.203 0.034 -0.132 0.565
O 9.653 6.116 21.32 -0.174 0.11 0.434
O 9.814 13.14 25.225 0.266 0.211 -0.107
O 7.179 15.526 21.55 0.506 0.381 0.473
O 9.366 11.345 21.496 -0.297 -0.277 0.418
O 8.164 8.814 25.599 -0.22 0.128 -0.54
O 13.55 2.827 20.529 0.172 -0.069 0.687
O 15.318 1.086 21.345 0.656 0.196 0.184
O 14.617 14.889 21.675 0.192 -0.07 -0.357
O 14.66 15.939 26.834 -0.083 -0.158 0.334
O 13.681 9.107 20.891 0.23 0.029 -0.002
O 11.795 10.855 21.088 0.051 0.631 -0.064
O 16.21 5.421 20.518 0.051 0.177 0.503
O 14.272 6.738 21.543 -0.484 -0.484 0.393
O 12.159 14.243 21.585 -0.456 -0.245 0.514
O 10.808 16.253 20.621 0.024 -0.069 0.589
O 1.512 10.44 21.954 0.177 0.179 0.192
O 16.024 11.013 20.359 -0.091 -0.215 0.406
O 2.026 15.446 24.228 0.279 -0.056 -0.174
O 9.935 10.584 26.024 -0.432 0.056 0.351
O 3.765 1.828 24.505 0.017 -0.559 0.491
O 2.205 2.55 26.401 -0.516 -0.142 -0.063
O 13.082 2.881 24.011 -0.398 0.651 -0.16
O 15.732 16.131 23.599 -0.173 0.027 0.509
O 3.717 6.472 26.709 0.305 0.161 0.096
O 2.261 13.328 25.899 -0.422 -0.11 0.516
O 1.746 5.845 25.198 -0.171 -0.209 -0.226
O 16.114 7.458 24.915 -0.549 0.004 -0.098
O 2.613 11.625 24.02 0.203 0.153 -0.219
O 4.24 9.352 23.059 -0.271 0.208 0.443
O 4.846 16.076 28.817 0.663 0.182 -0.166
O 5.469 14.065 22.837 -0.144 -0.305 -0.226
O 7.978 1.452 27.464 -0.406 0.229 -0.333
O 10.858 1.555 23.582 -0.325 -0.52 0.235
O 7.338 4.939 24.465 0.304 0.529 -0.226
O 5.768 3.03 23.45 -0.256 0.284 0.173
O 10.576 8.989 22.354 -0.218 -0.187 -0.104
O 10.79 8.426 24.827 0.088 -0.045 0.171
O 4.654 13.004 25.038 -0.123 0.527 0.559
O 7.258 13.575 24.728 0.191 0.157 -0.239
O 6.142 11.584 27.213 0.559 -0.193 -0.073
O 8.264 13.475 20.553 0.079 -0.081 0.373
O 8.724 15.459 26.138 -0.066 0.374 -0.387
O 3.895 4.384 25.197 0.409 -0.073 0.136
O 14.827 2.124 25.815 0.672 0.102 0.499
O 11.971 4.849 21.186 0.041 0.348 0.07
O 10.244 4.038 22.891 0.081 -0.05 0.404
O 15.58 8.66 22.679 0.245 0.426 -0.083
O 12.994 8.377 23.316 0.072 0.021 0.586
O 8.127 13.193 27.215 0.279 -0.242 0.523
O 10.88 11.297 23.629 0.152 0.237 0.174
O 14.013 12.504 20.934 -0.496 -0.182 0.114
O 14.585 11.472 25.434 0.201 -0.259 -0.181
O -0.003 12.168 23.483 -0.116 0.272 -0.075
O 1.228 1.404 23.081 0.476 -0.059 -0.247
O 3.695 11.015 26.434 -0.301 -0.451 0.25
O 6.151 3.024 28.864 -0.201 -0.399 0.469
O 3.211 8.269 28.46 -0.407 0.219 -0.529
O 1.277 7.47 27.143 -0.179 0.746 0.185
O 15.899 11.275 29.037 0.633 -0.107 -0.245
O 2.962 9.392 30.726 0.107 0.437 0.007
O 1.059 13.902 30.018 -0.062 -0.422 -0.539
O 0.729 9.89 24.432 -0.084 -0.087 0.904
O 3.577 15.529 26.447 0.302 0.472 -0.259
O 5.709 14.176 27.321 0.268 0.292 -0.474
O 7.445 1.254 29.998 -0.608 0.243 0.341
O 3.818 3.578 28.066 -0.06 0.289 0.268
O 10.933 3.351 27.705 0.175 0.129 -0.183
O 15.958 5.541 26.841 0.183 -0.368 0.403
O 6.959 6.748 26.472 -0.367 -0.111 -0.099
O 8.778 4.792 26.702 0.396 -0.19 -0.269
O 8.13 10.722 33.027 -0.342 0.073 0.503
O 7.565 9.321 30.821 -0.065 0.272 -0.356
O 6.134 4.306 26.685 -0.095 -0.345 -0.232
O 6.675 12.954 29.43 -0.265 -0.468 -0.127
O 13.814 1.388 31.294 -0.229 -0.242 0.172
O 15.161 3.649 29.658 0.016 -0.01 -0.454
O 13.198 0.53 22.741 -0.159 -0.181 -0.412
O 13.775 13.039 23.439 -0.441 -0.225 0.24
O 13.007 1.633 27.565 0.305 0.219 0.417
O 12.161 7.875 28.742 0.089 -0.129 0.412
O 13.209 9.712 26.995 -0.069 -0.212 -0.481
O 13.96 4.702 25.657 -0.099 0.03 -0.038
O 12.092 11.93 25.867 0.205 0.296 -0.126
O 10.508 0.777 27.288 0.131 -0.119 -0.095
O 15.425 13.998 25.152 0.095 0.287 -0.304
O 15.629 3.411 23.702 -0.265 0.251 -0.288
O 2.782 1.19 28.684 -0.525 -0.066 -0.005
O 1.182 3.095 28.724 -0.269 0.001 -0.487
O 0.884 15.483 26.516 0.15 0.544 0.592
O 5.592 0.383 23.341 0.082 -0.19 0.456
O 14.507 9.033 29.227 -0.246 -0.327 0.005
O 14.04 7.256 27.057 0.298 0.029 -0.399
O 1.013 4.485 30.851 -0.107 0.079 0.555
O 2.385 5.747 28.883 0.171 -0.5 -0.283
O 15.905 13.265 32.045 0.59 0.216 0.444
O 3.303 13.958 28.502 -0.269 -0.44 -0.139
O 3.415 12.895 30.858 0.052 -0.505 -0.274
O 0.307 9.457 30.936 -0.222 0 0.314
O 5.937 5.527 31.301 0.526 0.042 0.078
O 4.862 3.395 32.363 0.565 0.113 -0.26
O 9.465 0.512 31.223 0.4 0.057 -0.377
O 7.532 15.013 30.926 -0.264 0.144 0.452
O 8.886 15.722 28.815 0.131 -0.323 -0.158
O 7.479 6.839 29.799 0.388 -0.6 0.159
O 1.372 7.133 30.711 -0.299 0.031 -0.387
O 8.717 3.524 28.991 -0.033 -0.033 0.31
O 5.33 5.595 28.798 -0.467 0.313 -0.354
O 15.873 13.567 27.586 0.287 -0.201 -0.076
O 5.093 7.851 30.196 0.029 0.04 0.066
O 10.345 5.798 28.551 -0.053 -0.107 -0.013
O 5.626 9.119 26.528 -0.086 -0.319 -0.286
O 12.681 3.669 30.402 -0.244 0.35 0.231
O 11.343 2.113 32.116 0.206 0.421 0.134
O 0.141 1.921 30.984 0.343 -0.115 -0.116
O 2.959 15.544 30.537 -0.324 0.255 0.367
O 14.16 5.755 30.97 -0.099 0.4 -0.486
O 13.636 5.12 28.338 -0.33 -0.072 0.133
O 15.633 15.749 30.928 -0.021 -0.041 -0.138
O 7.569 8.813 28.183 0.046 0.368 -0.032
O 10.101 8.075 27.178 -0.199 -0.059 -0.124
O 13.698 12.115 27.87 -0.408 0.108 0.262
Si 16.295 16.321 5.243 0.023 0.013 0.006
Si 2.681 2.752 5.233 0.008 0.001 0.005
Si 0.018 5.414 5.286 -0.003 -0.012 0.009
Si 2.705 8.182 5.148 -0.034 0 -0.02
Si 16.312 10.874 5.168 0.006 -0.012 0.019
Si 2.673 13.593 5.196 -0.015 0.009 -0.006
Si 5.414 16.258 5.248 -0.011 -0.019 -0.005
Si 8.16 2.712 5.286 0.002 0.021 -0.003
Si 5.377 5.451 5.262 -0.012 -0.007 0.015
Si 8.084 8.187 5.234 -0.011 0.009 -0.002
Si 5.425 10.875 5.162 0.023 -0.006 -0.004
Si 8.116 13.563 5.184 0.01 -0.01 -0.005
Si 10.909 16.254 5.24 0.029 -0.01 0.006
Si 13.57 2.696 5.257 0 -0.004 0
Si 10.87 5.434 5.266 0.029 0.007 0.011
Si 13.576 8.189 5.285 -0.003 0.002 0.019
Si 10.804 10.887 5.289 -0.034 0.01 0.009
Si 13.599 13.608 5.175 0.003 0 -0.036
Si 1.336 1.369 6.592 -0.014 -0.012 -0.001
Si 4.024 4.095 6.619 -0.018 0.034 -0.004
Si 1.375 6.824 6.579 0.006 -0.005 0
Si 4.063 9.52 6.541 -0.001 0.006 -0.002
Si 1.33 12.228 6.562 0.001 -0.004 -0.003
Si 4.037 14.923 6.593 0.013 -0.011 0.007
Si 6.781 1.321 6.596 0.018 -0.009 -0.011
Si 9.502 4.088 6.632 -0.014 0.006 0.004
Si 6.752 6.811 6.603 0.007 -0.007 -0.002
Si 9.461 9.506 6.624 0.019 0.002 0.003
Si 6.764 12.22 6.566 -0.003 -0.002 -0.002
Si 9.497 14.913 6.564 -0.012 -0.001 0.003
Si 12.224 1.328 6.616 -0.004 0.008 -0.008
Si 14.948 4.052 6.614 0.006 -0.007 0.005
Si 12.228 6.795 6.622 -0.006 -0.012 -0.002
Si 14.959 9.55 6.593 -0.008 0.004 -0.001
Si 12.21 12.277 6.571 -0.032 -0.001 -0.009
Si 14.939 14.945 6.586 0.015 0.003 -0.01
Si 16.302 2.705 7.979 0.007 0.005 0.004
Si 2.696 16.313 7.942 0.002 0.005 -0.01
Si -0.006 8.168 7.942 -0.005 0.008 -0.006
Si 2.692 5.462 7.979 0.008 -0.006 0.007
Si 16.3 13.587 7.941 -0.011 -0.004 0
Si 2.701 10.872 7.919 -0.009 0.009 -0.004
Si 5.411 2.708 7.937 -0.003 0.006 -0.015
Si 8.145 16.284 7.942 -0.007 -0.004 -0.007
Si 5.394 8.17 7.953 0.008 -0.01 0
Si 8.125 5.451 7.963 0.018 0.003 0
Si 5.405 13.569 7.946 -0.002 -0.009 0.002
Si 8.114 10.881 7.964 0.004 -0.006 -0.003
Si 10.859 2.701 7.967 0.001 -0.008 -0.005
Si 13.592 16.301 7.968 -0.004 0.003 0.001
Si 10.842 8.146 7.967 -0.014 -0.01 -0.003
Si 13.591 5.429 7.966 -0.019 0.01 -0.008
Si 10.854 13.596 7.963 0.012 0.01 0.004
Si 13.572 10.902 7.934 0.026 0.003 -0.012
Si 1.335 4.085 9.326 -0.017 0.013 0.005
Si 4.056 1.352 9.306 -0.004 -0.01 -0.005
Si 1.353 9.521 9.308 0.004 -0.003 -0.003
Si 4.057 6.808 9.333 -0.004 0.002 0.012
Si 1.34 14.952 9.306 -0.001 0.005 0.004
Si 4.044 12.22 9.31 0.008 -0.016 0.005
Si 6.765 4.072 9.306 0.008 0.013 -0.008
Si 9.488 1.34 9.311 -0.001 0.006 0.002
Si 6.759 9.518 9.323 0.004 0.019 0.004
Si 9.485 6.793 9.334 0.002 0 0.007
Si 6.769 14.938 9.302 0.005 -0.004 0.001
Si 9.489 12.232 9.316 0.006 -0.004 0
Si 12.222 4.07 9.321 0.02 0 -0.003
Si 14.947 1.34 9.333 0.003 -0.007 -0.001
Si 12.217 9.524 9.298 -0.015 -0.004 -0.01
Si 14.953 6.805 9.308 0.01 -0.018 -0.002
Si 12.214 14.958 9.325 -0.009 0.012 0.002
Si 14.935 12.24 9.308 -0.015 0.008 -0.006

Results
total energy: -115456.910 eV
total energy less fixed offsets of O -438.35, Si -107.03 eV per atom: 9.430 eV
